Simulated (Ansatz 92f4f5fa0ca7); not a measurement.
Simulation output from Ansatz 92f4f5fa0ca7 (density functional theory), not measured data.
Periodic cell of 256 atoms, Si144O112, from a study of silicon, its oxide and their interface. The atomic structure is a simulated model.
This geometry differs little from another in the collection (a relaxation step or a small displacement).

Settings
functional: r2SCAN
potential files: Ansatz PAW
basis: plane waves
wave-function cutoff: 800 eV
density cutoff ratio: 5
exchange-correlation grid ratio: 1
k mesh: 1 x 1 x 1, shifted by 0.5 0.5 0 of a step
self-consistency stop: 1e-10 eV per atom in the density residual
occupations: fixed
spin: none
net charge: 0

Cell vectors (angstrom)
a  10.888  0  0
b  0  10.888  0
c  0  0  36.2432

Atoms: element, x, y, z (angstrom)
Si  -1.4143  -1.6061  1.5303
Si  0.1374  -0.5131  0.0723
Si  -0.299  5.429  -1.9408
Si  -1.0218  5.6411  0.2826
Si  6.1407  -5.3138  -4.3387
Si  7.1935  1.6902  -1.0522
Si  5.1993  4.7775  1.2751
Si  7.3892  8.4372  -1.3224
Si  2.7031  -0.0692  2.6129
Si  6.6545  6.5345  1.9014
Si  2.1017  7.9201  -0.1384
Si  0.8925  6.6416  1.4266
Si  7.4744  1.9464  1.3105
Si  9.1256  3.7955  1.6011
Si  5.4485  3.9848  -1.7197
Si  8.2916  7.4092  0.5195
Si  0.0062  2.6525  2.6602
Si  1.345  1.2747  1.2088
Si  -0.0508  8.1112  2.9544
Si  2.5477  5.5817  2.702
Si  5.6832  2.8114  2.5661
Si  8.2152  0.0613  2.6166
Si  5.31  8.236  2.6975
Si  8.1734  5.3137  3.1366
Si  1.3583  4.0483  4.0313
Si  4.1484  1.3977  3.8602
Si  1.3816  9.5406  4.1104
Si  3.9573  6.888  4.1051
Si  6.7599  3.9757  4.3133
Si  9.5753  1.3114  4.0884
Si  6.7577  9.6217  3.982
Si  9.5359  6.7622  4.3115
Si  0.0211  -0.023  5.4561
Si  2.7566  2.6906  5.3434
Si  0.0463  5.3679  5.5263
Si  2.6769  8.1982  5.5253
Si  5.4267  0.0698  5.3742
Si  8.206  2.6403  5.5281
Si  5.3554  5.4617  5.4404
Si  8.0885  8.2128  5.4344
Si  1.383  1.358  6.7697
Si  4.0601  4.0646  6.7807
Si  1.3577  6.775  6.8667
Si  4.0663  9.5968  6.7803
Si  6.8005  1.3222  6.8327
Si  9.546  4.0341  6.8693
Si  6.7353  6.8224  6.7833
Si  9.5373  9.5062  6.7783
Si  0.0186  2.6559  8.1976
Si  2.7175  0.04  8.1832
Si  -0.0106  8.1629  8.1886
Si  2.7459  5.4157  8.1748
Si  5.4282  2.7168  8.1687
Si  8.2065  -0.0305  8.1249
Si  5.3836  8.1986  8.1268
Si  8.1469  5.4595  8.1308
Si  1.44  3.9923  9.4913
Si  4.0735  1.363  9.5853
Si  1.376  9.5436  9.5502
Si  4.0336  6.8585  9.5286
Si  6.8075  4.0838  9.4984
Si  9.5216  1.2811  9.5653
Si  6.824  9.5213  9.4
Si  9.4839  6.8222  9.518
Si  -0.0296  -0.0948  10.9695
Si  2.7065  2.6834  11.017
Si  0.0723  5.4027  10.6853
Si  2.7241  8.2368  10.9908
Si  5.539  -0.035  10.7929
Si  8.1089  2.6511  10.8741
Si  5.4257  5.4787  10.7949
Si  8.053  8.2077  10.8421
Si  1.2665  1.2944  12.3808
Si  4.1041  4.2113  12.2105
Si  1.2392  6.8021  12.1684
Si  5.6606  8.1304  13.8646
Si  6.68  1.3747  12.3153
Si  9.6301  4.03  11.9815
Si  6.7485  6.7977  12.2022
Si  9.3746  9.4966  12.3028
Si  -0.0253  2.8315  13.5857
Si  2.7134  0.4321  14.0626
Si  -0.7599  7.4371  13.2509
Si  2.754  5.6578  13.4996
Si  5.4862  2.9804  13.6815
Si  7.3247  -1.4835  15.2592
Si  4.418  9.4446  12.2797
Si  8.4841  5.618  13.1598
Si  1.714  3.9838  14.6939
Si  3.5171  2.4368  15.0697
Si  1.0318  9.7569  18.3767
Si  2.1619  8.7464  15.9399
Si  7.4667  4.0572  14.6647
Si  9.7484  0.8293  17.8162
Si  9.0313  12.959  14.9151
Si  10.0466  7.7178  15.4845
Si  -0.0543  3.2135  23.2445
Si  6.297  19.8348  25.7762
Si  5.76  24.4466  22.4773
Si  -3.8085  18.1848  19.23
Si  5.0779  0.9784  19.8879
Si  17.9503  -0.6733  18.2388
Si  12.8702  5.9622  34.4155
Si  4.6813  -6.325  27.4648
Si  -10.9128  11.1183  27.111
Si  0.073  9.5413  29.5022
Si  -12.3499  -21.8747  34.6729
Si  1.809  5.5627  26.9267
Si  -2.8048  22.1577  26.3552
Si  3.7631  -12.506  37.371
Si  -11.4043  3.4859  19.2301
Si  -8.5835  -14.71  24.3961
Si  0.1193  27.1245  17.1033
Si  2.7913  -11.5703  20.6042
Si  -13.1969  6.8911  32.5064
Si  -4.0987  16.4648  21.875
Si  -4.6076  -3.865  28.2015
Si  5.0412  -0.6226  34.7849
Si  0.1775  21.7452  32.224
Si  26.5759  -7.4742  30.2562
Si  13.5545  13.9742  35.1455
Si  -5.6862  -10.4188  27.0144
Si  -21.1125  20.5326  24.5893
Si  4.1573  2.7453  25.1674
Si  15.966  7.3169  23.5523
Si  8.3931  12.2795  23.5014
Si  -6.0512  11.3015  30.1276
Si  2.8306  7.2352  21.5405
Si  3.1913  -0.829  32.1358
Si  20.6637  -11.8166  22.2789
Si  5.0653  8.3558  30.6717
Si  8.1391  21.9356  13.7381
Si  -5.0157  5.4127  16.9799
Si  2.2962  -6.0311  31.538
Si  9.7785  5.2594  21.4533
Si  -11.8462  -3.016  20.0215
Si  19.9359  7.4743  29.6743
Si  22.8956  -7.9291  25.9831
Si  22.6864  17.6669  29.4924
Si  4.1291  14.1317  18.032
Si  0.531  -7.9355  32.9807
Si  1.2874  0.7643  22.5704
Si  1.9544  5.1304  19.2872
Si  25.655  17.9475  15.0894
O  -3.1436  5.5704  -4.1381
O  -6.2827  0.4464  -7.7194
O  5.8931  8.535  -11.9843
O  5.1679  -3.0981  -7.1051
O  -3.8487  4.9625  -20.2758
O  -3.2104  -3.1766  -2.7094
O  15.0843  2.9461  -1.6235
O  5.8991  5.4943  -8.3254
O  6.1405  -4.7256  -13.0065
O  12.4801  -4.8613  -10.8502
O  10.8864  9.9447  -10.2342
O  8.1744  -1.0493  -1.2297
O  4.255  -0.5355  -0.0386
O  10.5932  10.451  -5.4808
O  16.7022  -2.0515  -1.3712
O  -8.6068  9.1319  17.5292
O  -5.0114  15.4266  30.6949
O  1.1705  -1.6529  35.6544
O  2.6563  11.1721  21.8933
O  4.5685  16.9309  16.2243
O  -2.224  30.3366  15.7828
O  2.258  -11.6693  15.0526
O  -19.3691  8.6632  20.9205
O  12.6053  -0.2128  19.5106
O  -10.3176  8.3897  15.9043
O  20.1899  34.2834  16.4841
O  20.2796  4.1215  20.3519
O  5.1356  20.743  26.4333
O  10.9252  21.8763  21.7712
O  0.1531  21.6838  17.4984
O  3.1057  4.4021  18.4542
O  1.0949  -6.7657  27.1142
O  1.8425  8.5681  24.7608
O  15.1012  23.9299  19.2087
O  8.6319  1.2132  25.0872
O  11.9553  6.0296  18.253
O  -1.5263  30.7106  21.1171
O  -4.1648  19.7704  19.116
O  5.4766  12.4565  21.3384
O  2.4235  -17.0963  35.3676
O  8.6175  -0.2194  18.3208
O  9.9885  17.2571  16.3994
O  -4.4302  6.5435  17.9603
O  3.7181  2.4234  16.7058
O  3.6374  -2.2466  31.4321
O  -9.7638  4.6227  16.0869
O  -6.4013  -18.2934  28.6669
O  13.5243  -5.1809  32.9048
O  -1.5991  -10.4152  27.4308
O  -0.4676  -1.7452  23.5374
O  1.9523  -4.0836  22.8383
O  10.7819  4.6646  22.5677
O  -2.3899  10.8439  22.7466
O  6.1565  14.9645  21.7495
O  -16.2693  14.9422  17.7874
O  11.6022  -11.2525  28.4122
O  26.1036  -14.2151  22.1232
O  4.5732  2.8202  23.5983
O  -15.2436  17.4113  20.5669
O  14.3481  0.291  30.9893
O  2.644  6.0607  20.4356
O  8.3758  -5.28  22.1586
O  13.1994  2.2396  36.4841
O  -0.878  -0.6447  33.273
O  6.9672  -8.8127  23.348
O  -19.2054  -7.8926  25.2772
O  -15.1184  9.9596  16.6716
O  -4.8238  11.5115  34.7025
O  1.1837  17.5488  27.9126
O  3.9549  -11.0596  13.2197
O  -7.4102  -7.0511  31.1107
O  0.9739  -6.9772  19.7808
O  5.4015  4.8297  35.8993
O  -0.7914  15.1083  17.8181
O  -5.1935  -3.7741  31.5481
O  5.6758  9.9203  30.5549
O  -9.6246  0.1755  24.0802
O  -10.8402  -7.5635  24.8439
O  3.9087  -3.9888  24.5994
O  12.5246  -0.6692  32.5365
O  40.3512  9.7854  25.8113
O  -4.432  18.5606  26.7435
O  -21.6793  19.4953  19.0545
O  -6.6034  -0.4239  20.0802
O  21.7926  -9.3135  32.3573
O  11.6508  12.4485  26.6853
O  -11.8128  6.4437  33.1895
O  20.4966  8.8155  28.9541
O  -0.7855  1.91  18.9943
O  1.003  -6.9574  31.7914
O  17.6942  3.1113  34.5021
O  -9.7009  2.3674  22.6276
O  6.2839  11.4768  18.8918
O  -11.259  6.5747  20.8272
O  4.9689  -7.0368  26.0431
O  16.2568  -8.9808  30.5541
O  7.6962  -14.7816  28.98
O  14.2525  16.358  27.3188
O  8.7948  18.7291  31.231
O  1.0894  30.1173  29.9152
O  26.1725  12.2296  25.932
O  10.3774  3.8469  33.8595
O  -2.1903  18.1396  19.1811
O  -2.1931  12.2475  34.6231
O  16.3284  -16.7696  33.2688
O  -4.1387  11.8711  27.0586
O  -1.4014  13.2872  22.8997
O  14.9452  10.2753  33.5008
O  12.6371  2.5184  33.9516
O  -7.2721  15.8682  37.8455
O  10.2353  6.3568  29.6949
O  23.7197  5.8784  30.3395

Results
free energy: -155984.565 eV
free energy less fixed offsets of O -570.45, Si -639.56 eV per atom: 2.475 eV

Forces (eV/angstrom), in the order of the atoms: element, x, y, z
Si  0.0009  0.0059  -0.0027
Si  0.0009  0.0034  0.0184
Si  0.0287  -0.011  0.0882
Si  -0.0029  0.0039  -0.0019
Si  0.0068  -0.0136  0.1515
Si  0.0123  0.0014  0.0746
Si  0.0003  -0.0028  0.0493
Si  0.0061  0.0051  0.0994
Si  -0.0046  -0.0066  0.0003
Si  -0.0048  -0.0023  0.0013
Si  -0.0018  0  0.0196
Si  0.0038  0.0012  -0.0076
Si  0.0019  -0.0023  -0.0002
Si  0.0025  -0.0047  -0.0053
Si  0.0075  -0.023  0.1175
Si  0.0012  -0.0043  -0.0012
Si  0.002  0.001  -0.0017
Si  -0.0135  -0.0095  0.0174
Si  0.0012  0.0039  -0.0019
Si  0.0018  -0.0026  0.0084
Si  -0.0039  0.0003  -0.0056
Si  -0.0023  -0.0016  -0.0026
Si  0.0025  0.0021  -0.0032
Si  0.0017  0.0017  -0.0034
Si  0.0006  -0.001  -0.0017
Si  0.0014  0.0016  0.0007
Si  0.0017  -0.0003  -0.0009
Si  -0.0031  -0.0016  -0.0012
Si  -0.0006  -0.0016  -0.0007
Si  -0.0017  0.0016  0.0004
Si  -0.0027  0  0.0009
Si  -0.0005  -0.0014  -0.0004
Si  0.0007  0.0007  0.0003
Si  0.0016  -0.0009  0.0008
Si  0.0012  -0.0014  -0.0005
Si  -0.0008  0.0003  0.0003
Si  -0.0008  -0.0004  0.0001
Si  0.0011  -0.0024  0
Si  -0.0002  0.0011  0.0001
Si  -0.0011  -0.0016  -0.0008
Si  0.0008  -0.001  -0.0002
Si  -0.0003  -0.0013  -0.0001
Si  0.0006  0.0006  0.0007
Si  0.0011  0.0005  -0.0001
Si  -0.0019  -0.0003  -0.0004
Si  0.0004  0.0005  -0.0003
Si  -0.0002  -0.001  -0.0003
Si  0.0009  -0.001  -0.0004
Si  0  -0.001  -0.0003
Si  -0.0002  0  0.0002
Si  0.0013  -0.0002  -0.0003
Si  -0.0001  -0.0003  0.0002
Si  -0.0012  -0.0018  -0.0005
Si  0.0004  0.0014  -0.0002
Si  0.0005  -0.0011  -0.0003
Si  -0.0015  -0.0015  -0.0005
Si  0.0015  -0.0004  -0.0016
Si  -0.0013  0  0.0005
Si  -0.0011  -0.002  0.0007
Si  0.0002  0.0009  -0.0008
Si  0.0009  -0.0004  0.0003
Si  -0.0004  -0.0021  -0.0012
Si  0.0004  0.001  -0.0002
Si  0.0002  -0.0003  0.0001
Si  0.001  0.0007  0.0004
Si  -0.0005  0.0004  -0.0006
Si  -0.0024  0.0023  0.001
Si  -0.004  0.0007  0.0001
Si  -0.0017  0.0025  0.0005
Si  -0.0004  0.0003  -0.0004
Si  0.0003  -0.0017  0.0007
Si  0.0026  -0.0048  0.0014
Si  -0.0016  0.0012  0.0006
Si  0.0003  -0.0008  0.0024
Si  0.0027  -0.0032  -0.0009
Si  -0.002  0.0029  -0.0039
Si  0.0025  -0.0009  0.0024
Si  0.0026  -0.0016  0.002
Si  -0.0023  0.0021  0.0032
Si  -0.0027  0.0041  0.0007
Si  -0.0027  0.0027  -0.0016
Si  -0.003  -0.0242  0.0338
Si  -0.0025  -0.0004  -0.005
Si  0.0041  -0.0006  0.0005
Si  -0.0017  0.0001  -0.0008
Si  -0.0018  0.0035  0.0817
Si  0.0042  0.0037  0.0166
Si  0.0021  0.002  -0.0006
Si  -0.0162  0.0193  0.0428
Si  0.0066  -0.0016  0.0552
Si  -0.0133  0.0012  0.1573
Si  -0.0196  0.0136  0.0982
Si  -0.0092  0.0169  0.0462
Si  0.023  -0.0167  0.1415
Si  0.0099  -0.0105  0.0654
Si  0.0132  -0.0089  0.0898
Si  0.0009  -0.027  0.1621
Si  0.0035  -0.0085  0.1721
Si  -0.0129  0.0126  0.1824
Si  0.0169  -0.0178  0.1551
Si  -0.0027  -0.0072  0.163
Si  -0.0119  0.0102  0.152
Si  -0.0307  0.018  0.0874
Si  0.0186  -0.0061  0.1756
Si  0.0175  -0.0206  0.1801
Si  -0.0198  -0.0065  0.1749
Si  -0.003  0.0137  0.0904
Si  0.0056  0.0333  0.1815
Si  -0.0222  -0.0162  0.1483
Si  -0.0051  -0.0111  0.0223
Si  -0.0053  0.0164  0.1492
Si  -0.015  -0.0216  0.1732
Si  -0.0099  -0.0022  0.1459
Si  -0.0001  -0.0108  0.1476
Si  0.0145  -0.0113  0.1637
Si  -0.0252  -0.0252  0.1523
Si  0.0045  0.0074  0.1808
Si  0.0283  -0.0001  0.1167
Si  -0.0223  0.0152  0.1626
Si  -0.0072  0.0297  0.1662
Si  0.0052  0.0036  0.0939
Si  -0.0213  -0.0063  0.1746
Si  -0.0048  -0.0018  0.1677
Si  -0.0003  0.0002  0.1817
Si  0.0067  0.044  0.1684
Si  0.0067  -0.0045  0.1489
Si  -0.018  -0.0115  0.1694
Si  0.0175  0.0138  0.1727
Si  -0.0035  0.0007  0.1595
Si  0.0089  0.029  0.1579
Si  -0.0191  -0.0122  0.1514
Si  -0.0006  -0.0006  -0.0045
Si  0.0109  0.0102  0.1403
Si  -0.0216  -0.0016  0.1844
Si  0.0076  -0.0066  0.1469
Si  -0.0106  0.004  0.1458
Si  0.0063  0.0031  0.1569
Si  0.0219  -0.0028  0.1548
Si  0.0076  -0.0177  0.1668
Si  -0.0068  0.0067  0.1587
Si  -0.0089  0.0204  0.1235
Si  -0.0212  0.0052  0.1425
Si  0.0096  0.0202  0.1525
Si  0.0082  -0.016  0.0345
O  -0.0165  -0.0031  -0.056
O  0.016  0.0042  -0.1454
O  -0.0253  -0.0381  -0.1048
O  0.025  -0.0246  -0.102
O  0.0265  -0.0299  -0.0771
O  0.0141  -0.0317  -0.098
O  0.002  0.0002  -0.0355
O  -0.0144  -0.0161  -0.061
O  0.0268  -0.028  -0.0815
O  0.0072  0.0389  -0.1115
O  0.0153  -0.0268  -0.1142
O  -0.0055  -0.001  -0.0382
O  0.0164  0.0145  -0.0577
O  0.0011  -0.0364  -0.1245
O  -0.0089  0.004  -0.0385
O  0.0261  -0.0275  -0.0985
O  -0.0203  -0.0316  -0.0761
O  -0.0008  0.0023  -0.0265
O  0.0286  -0.0247  -0.0841
O  -0.0284  0.0273  -0.0613
O  -0.0068  0.0044  -0.0435
O  0.013  0.0295  -0.0462
O  -0.0039  0.0287  -0.0588
O  -0.0295  -0.007  -0.0921
O  -0.0097  -0.0133  -0.0503
O  -0.0249  0.0352  -0.1165
O  0.013  -0.0297  -0.0884
O  0.0123  -0.0192  -0.0644
O  -0.002  -0.0061  -0.0607
O  -0.0097  0.0115  -0.0522
O  0.0254  -0.0227  -0.0609
O  -0.0029  -0.0287  -0.0682
O  0.0029  0.0006  -0.0559
O  -0.0135  0.0408  -0.0827
O  0.0093  0.0289  -0.1225
O  -0.026  0.0025  -0.0829
O  -0.0007  -0.0458  -0.098
O  0.0004  0.0252  -0.0588
O  -0.0168  -0.0422  -0.1155
O  0.0027  -0.0103  -0.0321
O  0.0028  0.0106  -0.0513
O  -0.0098  0.0277  -0.063
O  -0.0277  -0.0365  -0.0916
O  -0.0164  -0.0179  -0.1216
O  0.0252  -0.0135  -0.0617
O  0.0347  -0.0293  -0.0864
O  -0.0034  0.0251  -0.1257
O  0.0246  -0.0368  -0.1335
O  -0.0167  0.0067  -0.0691
O  -0.0304  0.0034  -0.0935
O  0.0074  0.0032  -0.1195
O  -0.0227  0.0364  -0.0818
O  0.0148  -0.0252  -0.0641
O  0.0092  0.0187  -0.0571
O  0.0097  0.0181  -0.0585
O  -0.0067  0.0424  -0.1159
O  -0.0316  0.0004  -0.087
O  0.0408  -0.0012  -0.1239
O  0.0091  0.0433  -0.1105
O  0.0305  0.0196  -0.0784
O  -0.0236  -0.0521  -0.1028
O  0.0131  0.0045  -0.0534
O  0.0187  0.0223  -0.0501
O  0.0317  -0.0048  -0.1052
O  -0.0214  0.0151  -0.0662
O  0.0043  -0.0064  -0.0568
O  0.0055  -0.0187  -0.1136
O  -0.0188  -0.0142  -0.0391
O  0.0218  -0.0312  -0.1191
O  0.0054  -0.0104  -0.0165
O  0.039  -0.0253  -0.0743
O  0.0037  0.0049  -0.0573
O  -0.0029  -0.008  -0.0611
O  0.0066  0.0252  -0.0824
O  -0.0146  0.034  -0.0664
O  0.0051  0.0158  -0.0571
O  0.0077  0.0257  -0.0878
O  -0.0295  0.0095  -0.1134
O  0.0118  0.0046  -0.0708
O  0.0087  -0.0033  -0.0465
O  0.0057  -0.0002  -0.0508
O  -0.0015  0.0435  -0.1136
O  0.0288  0.0239  -0.0732
O  0.0165  0.0125  -0.0535
O  0.0029  -0.0297  -0.0519
O  0.0071  0.029  -0.0642
O  -0.0429  0.0315  -0.0859
O  0.0025  0.015  -0.0567
O  -0.0094  -0.0285  -0.067
O  0.0225  0.0194  -0.0687
O  -0.0141  0.0192  -0.0456
O  0.0095  -0.0163  -0.0564
O  0.0312  -0.0204  -0.0692
O  0.0006  0.0221  -0.0622
O  -0.0103  -0.0348  -0.1006
O  0.0017  -0.0096  -0.0555
O  -0.0416  -0.0041  -0.0738
O  -0.02  0.0015  -0.0622
O  0.0124  0.0155  -0.1215
O  -0.0031  -0.0017  -0.0528
O  -0.0154  0.0334  -0.0811
O  0.0109  -0.0361  -0.0587
O  -0.0214  -0.0019  -0.0555
O  0.0092  -0.0063  -0.0356
O  0.0158  0.035  -0.1004
O  0.0289  -0.0039  -0.0584
O  0.0072  0.0139  -0.0501
O  -0.0402  -0.0045  -0.1034
O  -0.0222  -0.0026  -0.0621
O  0.0118  -0.0026  -0.0147
O  0.0125  0.0027  -0.0524
O  -0.0291  0.0446  -0.1037

The program warned: the cutoff lies below the one the program advises for these potential files; the forces do not sum to zero within the program's tolerance; empty levels may hold ghost states of the PAW files; the exchange-correlation potential is rough where the density is thin.
